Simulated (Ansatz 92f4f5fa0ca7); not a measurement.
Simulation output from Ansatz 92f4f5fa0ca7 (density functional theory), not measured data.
Periodic cell of 372 atoms, Si256O116, from a study of silicon, its oxide and their interface. The atomic structure is a simulated model.
This geometry differs little from another in the collection (a relaxation step or a small displacement).

Settings: functional r2SCAN; potential files Ansatz PAW; basis plane waves; wave-function cutoff 800 eV; density cutoff ratio 5; exchange-correlation grid ratio 1; k mesh 1 x 1 x 1, Gamma-centred; self-consistency stop 1e-10 eV per atom in the density residual; occupations fixed; spin none; net charge 0.

Cell vectors (angstrom)
a	16.3305	0	0
b	0	16.3305	0
c	0	0	24.3375

Atoms and the computed forces on them: element, x, y, z (angstrom), force x, y, z (eV/angstrom)
Si	0.2015	-0.2562	0.2343	0.0065	-0.0154	0.0906
Si	2.8216	2.3746	0.0277	0.0249	0.0287	0.1205
Si	-0.1987	5.4247	0.1522	0.0266	0.0206	0.0965
Si	2.7825	7.8184	0.2786	0.0298	-0.0178	0.0476
Si	-0.2825	11.0384	0.0173	0.0101	0.0506	0.0863
Si	2.4006	13.8641	-0.1739	-0.017	0.0106	0.0895
Si	5.1823	0.3102	0.0481	-0.0071	0.019	0.0697
Si	8.4971	2.4923	-0.1953	0.0076	0.001	0.1085
Si	5.0832	5.7475	0.1906	-0.0391	-0.0094	0.0923
Si	7.7779	8.2012	0.0846	0.0088	0.0225	0.1306
Si	5.6613	10.5211	-0.1192	-0.017	-0.0146	0.1168
Si	8.4124	13.4162	-0.1118	-0.0181	0.002	0.0913
Si	10.781	0.2421	-0.1206	-0.0485	0.0068	0.1388
Si	13.4127	2.8465	0.2677	-0.0053	0.0456	0.0794
Si	11.3388	5.2105	0.1671	-0.0179	-0.0578	0.1119
Si	14.1708	7.907	0.4168	0.0086	-0.0378	0.0789
Si	10.6519	11.204	-0.0078	0.0036	0.0161	0.071
Si	13.918	13.3875	-0.0583	0.0089	-0.0458	0.1416
Si	1.3857	1.2846	1.5058	0.0125	-0.0116	-0.0254
Si	3.9916	4.0154	1.319	-0.0059	0.0018	-0.0148
Si	1.3319	6.5929	1.5572	0.0004	-0.0006	0.012
Si	4.0507	9.5059	1.3205	-0.0005	0.0093	-0.0213
Si	1.3588	12.241	1.2217	0.0217	0.0074	-0.0332
Si	4.0529	14.936	1.212	-0.0007	0.0166	0.0085
Si	6.8604	1.4394	1.2363	-0.0068	-0.0014	-0.0033
Si	9.551	4.0914	1.2375	0.0068	0.0066	-0.0349
Si	6.6759	6.7918	1.542	-0.0092	-0.0056	-0.0442
Si	9.4791	9.4912	1.2018	0.0084	-0.0328	-0.0298
Si	6.8062	12.1881	1.1577	0.0254	-0.0057	0.0054
Si	9.5794	14.9871	1.2084	-0.0088	-0.0144	-0.0145
Si	12.2003	1.286	1.441	-0.0092	0.0248	-0.0081
Si	14.983	3.982	1.5488	0.0064	-0.0016	-0.0159
Si	12.3639	6.8369	1.4644	-0.0351	0.0023	-0.0598
Si	15.1371	9.5726	1.6453	-0.0301	0.0018	-0.0201
Si	12.2695	12.3016	1.2885	0.0028	-0.0286	0.011
Si	14.9734	14.8691	1.4414	0.018	-0.0132	-0.0304
Si	0.04	2.6524	2.844	0.0073	-0.0119	-0.0069
Si	2.7796	-0.0995	2.7607	-0.0191	-0.0055	0.0256
Si	0.1185	8.1225	2.8954	0.0081	-0.0122	0.0453
Si	2.7293	5.2988	2.8513	-0.0078	0.0088	0.0235
Si	0.0467	13.5323	2.7446	-0.0137	0.0227	0.025
Si	2.7229	10.9129	2.6395	-0.0242	-0.0154	0.0064
Si	5.4888	2.7499	2.6524	-0.0103	-0.0102	0.0183
Si	8.1682	-0.0076	2.5904	0.0045	0.0123	0.0027
Si	5.3621	8.2111	2.8224	0.0028	-0.0173	0.0228
Si	8.18	5.407	2.6796	0.0003	-0.0159	0.0068
Si	5.4478	13.5666	2.5462	0.0249	0.0192	-0.0125
Si	8.1527	10.861	2.6242	-0.0265	0.0175	0.016
Si	10.844	2.7317	2.7219	0.0055	0.0166	0.0282
Si	13.6077	-0.0601	2.7465	-0.0027	-0.005	-0.0122
Si	10.8668	8.202	2.6552	0.0157	-0.0108	0.0007
Si	13.655	5.4374	2.8558	-0.0089	-0.0185	0.0443
Si	10.9238	13.6648	2.6574	-0.009	-0.014	0.0048
Si	13.5619	10.9024	2.7511	0.0274	0.0153	0.0188
Si	1.3614	4.0125	4.2134	0.0203	0.0108	0.0095
Si	4.1537	1.3345	4.0422	-0.0252	-0.0078	-0.0165
Si	1.4572	9.5489	4.1297	0.0175	-0.0317	0.0156
Si	4.0575	6.778	4.1385	0.0147	0.0226	0.0183
Si	1.3819	14.9168	4.1188	0.0114	-0.0132	0.0026
Si	4.1037	12.2551	3.9996	-0.016	0.0056	-0.0116
Si	6.8143	4.082	4.0656	-0.0211	-0.0018	0.0031
Si	9.4862	1.3473	4.0372	0.0225	0.0118	-0.008
Si	6.8095	9.5561	4.0875	-0.0188	0.0151	-0.0143
Si	9.5302	6.8071	4.0296	-0.0015	0.0036	0.0194
Si	6.8064	14.941	3.9479	0.0109	-0.003	0.0113
Si	9.5293	12.2491	3.9768	0.007	-0.0097	-0.0001
Si	12.223	4.0735	4.1174	-0.0119	0.0052	0.0043
Si	14.9614	1.3013	4.1257	-0.0061	0.0166	0.0049
Si	12.2046	9.5251	4.0813	-0.0025	0.0079	0.0099
Si	14.9936	6.8126	4.1986	-0.0062	-0.0128	0.0018
Si	12.2413	14.9571	4.1035	-0.0136	-0.0084	-0.0022
Si	14.9683	12.2273	4.1013	0.024	-0.0015	-0.0176
Si	0.0124	-0.0419	5.4737	0.0158	-0.0169	0.0103
Si	2.7785	2.6602	5.4676	-0.0098	0.0053	0.0118
Si	0.0076	5.4285	5.5274	0.0116	0.0093	0.0267
Si	2.7448	8.1634	5.5024	0.0192	0.0181	0.0167
Si	0.0039	10.8629	5.4496	-0.0172	-0.0066	-0.0051
Si	2.76	13.5658	5.4436	0.0157	-0.0085	0.0103
Si	5.4946	-0.0354	5.3951	0.0029	0.0038	-0.0103
Si	8.1532	2.7077	5.4248	-0.0179	-0.0021	0.0029
Si	5.4759	5.4489	5.4473	-0.0158	0.0013	0.0152
Si	8.1689	8.1616	5.4255	0.008	-0.0177	0.0171
Si	5.4424	10.9136	5.4223	-0.0035	-0.0038	0.0082
Si	8.1714	13.6067	5.3516	-0.0001	-0.0008	0.0068
Si	10.8726	0.0173	5.4092	0.0035	0.0084	0.0104
Si	13.5988	2.7072	5.4516	0.0044	0.0046	0.0085
Si	10.8693	5.4647	5.4505	-0.0031	-0.0042	0.0106
Si	13.5718	8.1768	5.4794	0.0079	0.0078	0.0161
Si	10.8493	10.8959	5.4153	0.0126	0.0043	0.0086
Si	13.6108	13.5976	5.4473	0.0006	0.0034	0.0164
Si	1.3796	1.3454	6.8199	0.0166	0.0004	0.0013
Si	4.0985	4.0951	6.7954	0.0322	-0.0074	-0.0044
Si	1.3589	6.8212	6.8509	0.0017	0.014	0.0054
Si	4.1108	9.5346	6.8179	0.003	-0.0261	0.005
Si	1.3777	12.2119	6.8037	-0.0028	-0.0114	-0.0054
Si	4.1251	14.9499	6.7806	-0.0075	-0.0049	0.004
Si	6.8187	1.3436	6.7887	0.0068	-0.0089	-0.0059
Si	9.4976	4.0957	6.7928	0.0031	-0.0055	0.0095
Si	6.821	6.8052	6.8207	-0.0308	-0.0087	0.002
Si	9.524	9.5179	6.8092	-0.0197	0.0208	-0.0089
Si	6.8258	12.2618	6.7622	-0.0089	0.005	-0.0025
Si	9.5226	14.9723	6.7433	0.0145	0.0222	-0.0059
Si	12.2275	1.3656	6.7932	0.0018	0.0133	-0.008
Si	14.9358	4.0783	6.839	-0.0003	-0.0064	-0.0094
Si	12.2176	6.8141	6.8507	-0.0089	-0.0029	0.0159
Si	14.953	9.5347	6.8221	0.0169	0.0034	0.0036
Si	12.2358	12.2308	6.7788	-0.0116	-0.0056	0.0053
Si	14.9563	14.948	6.8193	-0.0175	-0.0123	0.0014
Si	-0.0002	2.7377	8.1672	0.0024	0.0198	-0.0142
Si	2.7606	-0.0121	8.1396	-0.0082	-0.0121	-0.0037
Si	-0.0169	8.183	8.1843	-0.0318	-0.0076	0.0096
Si	2.7311	5.4532	8.1775	-0.0024	0.0225	0.0036
Si	-0.0128	13.5604	8.1434	0.0122	0.0042	-0.0027
Si	2.7236	10.8567	8.19	-0.0013	-0.0104	-0.001
Si	5.4748	2.753	8.1273	-0.0262	-0.0011	-0.0023
Si	8.2012	0.0014	8.1425	0.0014	-0.0027	0.0003
Si	5.435	8.1536	8.1742	0.0174	0.0344	0.0069
Si	8.1781	5.4585	8.2043	-0.0108	-0.0151	0.0001
Si	5.4941	13.603	8.1575	0.0059	-0.0071	-0.009
Si	8.1501	10.8817	8.1518	0.0092	-0.0008	-0.0053
Si	10.8707	2.7403	8.1411	0.0143	-0.0083	-0.0055
Si	13.5969	0.0163	8.1477	-0.0098	0.0067	-0.0092
Si	10.8662	8.1761	8.2341	-0.0011	-0.0011	0.0035
Si	13.583	5.4491	8.2135	0.0118	-0.0115	0.0001
Si	10.8916	13.6212	8.1074	-0.0071	0.003	-0.0109
Si	13.5707	10.8814	8.1779	-0.0057	0.0059	0.0075
Si	1.3243	4.142	9.5321	-0.0277	-0.0199	-0.0101
Si	4.1203	1.4045	9.4632	0.0084	-0.0056	-0.0161
Si	1.356	9.497	9.5747	-0.006	0.0007	-0.011
Si	4.0658	6.8097	9.565	-0.0171	-0.0056	-0.0039
Si	1.3417	14.9636	9.4372	0.0296	-0.0079	-0.018
Si	4.116	12.2293	9.502	0.0157	-0.0056	-0.0151
Si	6.8107	4.0885	9.546	-0.0208	0.0079	-0.016
Si	9.5533	1.3726	9.5197	-0.0013	0.0178	-0.0195
Si	6.7878	9.5032	9.5204	-0.0097	-0.0163	0.0121
Si	9.5002	6.8221	9.6238	-0.0089	0.0025	0.0083
Si	6.8701	14.9689	9.5108	0.0336	0.0266	-0.0264
Si	9.536	12.2722	9.4658	0.0112	-0.0123	-0.0052
Si	12.1799	4.0934	9.5487	0.0059	0.013	0.0013
Si	14.9493	1.3901	9.5059	-0.0158	-0.0043	-0.0125
Si	12.2341	9.5433	9.6006	0.0144	0.0269	-0.0036
Si	14.9518	6.847	9.5473	0.015	0.0069	0.0054
Si	12.2427	14.9773	9.4886	0.0067	-0.0035	-0.0074
Si	14.9515	12.214	9.5321	0.0004	-0.0062	-0.0046
Si	-0.0016	0.0026	10.8016	-0.0019	-0.0004	-0.0041
Si	2.7038	2.7388	10.7955	0.006	0.0164	0.0014
Si	-0.0158	5.5395	10.9339	-0.0282	-0.0097	0.0038
Si	2.6732	8.116	10.9825	-0.0036	-0.0009	0.0191
Si	-0.051	10.8238	10.9135	0.0116	0.0256	0.0135
Si	2.7354	13.6483	10.7564	-0.0314	0.0157	0.0005
Si	5.5642	0.1041	10.7859	-0.0219	-0.0267	0.0066
Si	8.2133	2.7494	10.8891	0.0148	-0.0456	-0.0075
Si	5.445	5.4597	10.9067	0.0219	-0.0136	0.0045
Si	8.0929	8.1896	10.9704	0.0109	0.0098	0.0282
Si	5.4255	10.8231	10.8921	-0.0105	0.0105	-0.0233
Si	8.2315	13.5987	10.8875	-0.0087	0.0182	-0.0069
Si	10.8836	-0.0275	10.8763	0.01	0.0034	0.0128
Si	13.5494	2.7243	10.8691	0.0571	-0.0099	-0.0019
Si	10.8691	5.4488	10.9919	0.0223	-0.0058	-0.0078
Si	13.6112	8.1687	10.9634	-0.0031	-0.0031	0.0007
Si	10.8564	10.9714	10.8939	-0.0332	-0.0165	-0.0225
Si	13.6414	13.6626	10.8475	-0.0183	0.0137	0.0003
Si	1.3278	1.3918	12.1198	0.0164	-0.0242	-0.019
Si	4.0639	4.0469	12.17	0.0096	0.0315	0.0084
Si	1.3307	6.7915	12.4717	-0.042	-0.0463	-0.0217
Si	4.0529	9.4773	12.3075	-0.0057	0.0139	0.0113
Si	1.3521	12.2874	12.0802	0.0248	0.024	-0.0014
Si	4.0897	15.1323	11.9846	0.0227	0.0147	-0.0363
Si	6.9771	1.3276	12.2653	-0.0144	0.0162	-0.0099
Si	9.4753	4.0987	12.3536	-0.0176	0.0053	-0.0058
Si	6.728	6.8009	12.3819	-0.0029	0.0151	-0.0402
Si	9.4206	9.6742	12.252	-0.0084	-0.0011	-0.0415
Si	6.8127	12.2209	12.1572	0.0069	-0.0093	0.0007
Si	9.5922	14.9385	12.3131	0.0103	-0.0174	-0.0107
Si	12.2565	1.2898	12.2419	0.0031	-0.0116	-0.0461
Si	14.8315	4.2114	12.1612	0.0155	-0.0035	-0.0185
Si	12.2256	6.8464	12.3429	-0.0103	0.0055	-0.0101
Si	14.9931	9.4289	12.4074	0.0311	0.0244	-0.0278
Si	12.2751	12.3507	12.2019	0.0006	-0.0051	-0.0179
Si	15.0115	15.0213	12.2231	0.0024	-0.0209	-0.014
Si	-0.1018	2.7876	13.3168	-0.0385	-0.0043	0.0076
Si	2.8102	0.1536	13.4327	-0.0306	0.0067	0.0064
Si	-0.0476	8.08	14.0232	0.0323	-0.0193	0.0122
Si	2.7553	5.2883	13.6853	-0.0163	-0.0248	0.0222
Si	0.1233	13.6972	13.494	-0.0159	-0.0026	0.047
Si	2.614	10.9094	13.4688	-0.0305	-0.0097	0.0032
Si	5.5371	2.7589	13.4293	0.0157	0.0177	0.0214
Si	8.2534	-0.1039	13.7587	0.0153	-0.0055	0.0619
Si	5.284	8.1049	13.8104	0.0352	0.0045	-0.0292
Si	8.1507	5.4815	13.7941	-0.0174	0.0218	0.0483
Si	5.3908	13.6842	13.2159	-0.0228	0.0173	-0.0277
Si	8.0596	11.0086	13.7339	-0.03	0.0016	-0.0382
Si	10.8248	2.5989	13.5658	0.0246	0.0126	0.0003
Si	13.6767	-0.0173	13.6662	0.0202	-0.0142	0.0233
Si	10.8082	8.2984	13.5318	-0.0157	0.0303	0.0571
Si	13.5062	5.4405	13.7574	-0.0047	0.0098	0.0215
Si	11.0695	13.7	13.7187	-0.0328	0.0435	0.0168
Si	13.6075	10.9744	13.5158	0.0129	-0.0084	0.0181
Si	1.1409	4.0242	14.8229	0.0118	-0.0045	-0.1403
Si	4.4843	1.1809	14.7685	-0.0056	-0.0669	-0.0612
Si	1.1197	9.9324	15.0099	-0.0385	-0.0293	-0.1075
Si	4.1621	6.4114	15.1929	0.01	0.0198	-0.0911
Si	1.8043	14.8643	14.709	-0.0197	0.0009	-0.0883
Si	3.8389	12.5812	14.4932	0.0041	0.033	-0.0583
Si	6.4805	4.2764	14.9576	0.0008	-0.0133	-0.0776
Si	9.9765	0.9922	15.0527	-0.0227	-0.1099	-0.051
Si	6.8612	9.3679	15.0159	-0.0007	-0.0063	-0.0749
Si	9.2281	7.2771	14.9256	-0.0466	-0.0068	-0.1155
Si	6.4535	15.0012	14.7864	0.0248	0.041	-0.037
Si	9.7641	12.1994	14.9221	-0.0277	0.0041	-0.0298
Si	12.2549	3.7892	14.9045	0.0274	-0.0069	-0.0717
Si	14.6764	1.7974	14.7194	-0.015	-0.0241	-0.0898
Si	11.9407	9.9291	14.7674	0.0155	0.0245	-0.1303
Si	15.1797	6.1907	15.2997	0.0316	0.0906	-0.0878
Si	12.3457	15.1655	15.2436	0.013	-0.0269	-0.1375
Si	15.2356	12.143	14.7207	0.0009	0.0118	-0.1046
Si	-1.7152	37.391	18.0182	0.0377	-0.0291	-0.1195
Si	10.8084	-18.5904	19.9497	-0.0173	0.0476	-0.0583
Si	-8.1926	8.8781	19.3226	0.0412	-0.0089	0.0414
Si	-5.2987	38.1446	21.4715	-0.0156	0.0091	0.1278
Si	21.5761	11.1344	16.9183	-0.0215	0.0247	-0.1069
Si	17.3955	-7.6585	19.3655	0.0749	0.0392	-0.0042
Si	-10.7956	5.6353	21.5581	0.0112	-0.0144	0.1043
Si	25.6395	14.0738	17.4581	-0.0637	-0.0021	-0.0785
Si	-7.274	-8.7149	21.9071	-0.0012	0.0037	0.1145
Si	-6.2684	2.8984	20.1771	-0.0199	0.0227	0.0361
Si	5.3054	8.2439	19.9431	-0.0265	-0.0619	0.0411
Si	11.2311	9.5036	21.9774	-0.0212	0.0205	0.1116
Si	11.497	4.323	17.8535	-0.0251	0.002	-0.1177
Si	-15.5375	3.4802	22.1431	0.0155	-0.0222	0.167
Si	10.2257	27.3602	19.4354	0.0205	-0.0201	0.024
Si	19.4459	22.9826	18.2385	0.0356	0.0061	-0.0795
Si	10.2798	7.1634	17.8348	0.0007	-0.0152	-0.0951
Si	-18.7082	24.7678	21.9125	-0.008	-0.0044	0.1286
Si	-4.2109	9.6709	17.7242	-0.0425	-0.0238	-0.1128
Si	1.3827	9.3395	22.346	-0.0072	0.0119	0.1598
Si	6.519	13.6727	17.7184	0.0089	-0.0144	-0.0611
Si	-10.3632	2.1844	17.023	-0.0134	0.0095	-0.0963
Si	13.8649	22.6181	20.2797	-0.0307	0.022	0.1012
Si	0.7323	-19.2991	18.7645	0.0063	-0.0155	-0.0524
Si	3.0264	4.2949	20.211	0.0505	0.0487	0.0347
Si	-1.7066	-2.2379	17.1042	0.0102	-0.0066	-0.1149
Si	19.1139	-3.0366	21.0035	0.005	-0.0148	0.1058
Si	16.9721	-0.392	17.3611	-0.0044	-0.0424	-0.1037
Si	8.4789	0.5661	17.3469	-0.0145	0.0649	-0.0748
Si	-25.3635	19.6536	21.2548	-0.0062	-0.014	0.0748
Si	-11.3303	-14.3127	19.8769	0.0402	0.0149	-0.003
Si	-19.855	15.3638	21.9975	-0.0006	0.0092	0.1463
Si	0.1975	18.7114	17.0346	0.0059	0.0111	-0.1068
Si	25.4889	16.5346	20.4498	-0.0454	0.0079	0.0329
Si	18.6097	-5.5303	17.7559	-0.0102	-0.0324	-0.0826
Si	14.4573	8.9807	19.2953	0.0026	0.0122	0.019
Si	4.0655	-5.6142	21.5515	-0.0028	0.0069	0.1103
Si	-1.4174	1.3063	22.347	0.0247	0.0055	0.1355
Si	21.2871	-1.1726	19.894	0.0525	-0.0212	0.0188
Si	6.9885	31.6765	22.1131	-0.0134	-0.0049	0.1166
O	-8.099	-24.1362	-3.4488	-0.0375	0.0252	-0.0381
O	-4.1289	14.5736	-3.6694	0.0021	-0.0043	-0.0456
O	-5.2421	5.8514	-1.2977	0.0215	0.0444	-0.1652
O	-7.8811	3.0704	-4.1921	-0.0173	-0.0121	-0.0542
O	-18.0798	-6.8574	-3.491	0.0391	0.0288	-0.0585
O	-5.4714	-6.2666	-3.7975	-0.0035	-0.0089	-0.0489
O	10.831	5.7254	-5.9872	0.0056	0.0091	0.0552
O	-11.5346	0.428	-4.5506	-0.0223	0.0095	-0.0168
O	4.0146	17.6861	-0.4616	0.0378	-0.0134	-0.0411
O	-6.6157	15.0392	-3.7178	0.0233	-0.0425	0.01
O	5.6896	23.5089	-3.2277	0.0028	0.0545	-0.0369
O	4.7966	11.9277	-8.7305	0.0713	-0.0325	0.0733
O	8.7592	-5.9488	-5.2433	-0.0197	0.0211	-0.0144
O	-8.1818	-9.1535	-1.1646	0.0217	-0.0357	-0.0892
O	5.7614	5.3206	-1.2127	0.0255	0.0154	-0.1081
O	3.8957	10.8149	-6.6037	0.0138	-0.0096	0.0482
O	4.0538	5.1059	-3.1672	-0.0412	-0.0233	-0.0205
O	6.7598	4.8106	-3.4386	-0.006	0.0114	-0.0461
O	-2.4214	0.2089	-2.7477	0.0026	0.0021	-0.0691
O	11.1366	10.9158	-6.2457	0.0007	0.0281	0.0168
O	10.67	-2.0516	-6.0057	0.0206	-0.0017	0.017
O	-6.9027	12.8966	-7.9708	0.0011	0.0272	0.066
O	14.0847	25.2021	-0.9044	-0.0036	0.0567	-0.1494
O	18.2959	19.1133	-1.2986	-0.0617	0.0084	-0.1277
O	6.8036	3.3651	-8.0579	0.0276	-0.0066	0.0629
O	5.8955	-0.3022	-1.2686	0.0241	-0.0319	-0.0779
O	1.2335	14.8671	-5.9266	0.0246	0.0241	0.05
O	-5.6819	3.9291	-3.0674	0.0084	-0.0221	-0.0046
O	13.5067	-6.3521	-5.8458	0.0155	-0.0021	0.0356
O	5.4029	-10.9398	-8.8375	-0.001	0.0017	0.0442
O	15.4677	31.786	-7.377	0.0098	0.0142	0.0554
O	37.7253	11.0539	-1.5455	-0.0148	0.0177	-0.0989
O	15.9758	2.3852	-2.6737	-0.0166	0.0031	-0.0734
O	13.4917	19.1119	-9.0412	-0.0244	0.043	0.0434
O	-9.701	-2.1647	16.176	0.0198	-0.0621	0.0718
O	2.6972	13.3786	22.6283	0.0033	-0.0085	-0.12
O	-6.5249	6.4681	21.0309	0.002	0.0045	-0.0485
O	-3.2364	14.6458	16.657	0.0009	0.0179	0.1048
O	11.5939	16.019	22.8932	0.0608	-0.0299	-0.1112
O	-5.5876	3.1756	18.7305	-0.0028	-0.0268	-0.0175
O	8.9032	-8.6064	18.4763	-0.0294	0.0018	-0.0015
O	-10.9401	-1.7744	18.4566	-0.0353	0.0217	0.0162
O	-11.6908	25.8594	20.6438	0.0152	-0.0186	-0.0419
O	1.3878	19.4356	16.1765	0.0065	-0.0317	0.0918
O	18.2537	10.0053	19.1068	-0.0047	-0.0003	0.0496
O	16.2264	-5.3576	15.2452	-0.0005	-0.0142	0.0352
O	11.3792	8.2988	18.1343	0.0196	-0.0011	0.0687
O	22.4698	9.8837	16.4011	-0.0027	-0.02	0.0839
O	-6.9504	-14.7292	16.472	0.0264	0.0277	0.0687
O	-4.9578	4.1642	16.2407	-0.0458	0	0.0943
O	-10.3116	18.6686	21.096	-0.024	-0.0129	-0.0327
O	1.7262	-8.9395	18.639	-0.031	-0.0206	0.0162
O	3.5876	2.7845	20.0395	-0.0262	-0.0174	-0.0162
O	-3.947	20.3467	24.1594	-0.0113	0.0006	-0.0553
O	-1.819	6.938	21.619	0.0109	-0.027	-0.0745
O	0.1737	4.6768	23.0749	-0.0144	-0.0334	-0.1178
O	14.7239	-3.4424	16.0545	-0.0069	0.0099	0.1108
O	8.9609	-0.8562	16.7333	-0.0069	-0.0212	-0.0253
O	1.2891	-1.2971	23.9557	-0.0064	0.01	-0.0507
O	4.3028	7.4839	18.9393	0.0083	0.0172	0.0084
O	12.3648	24.7476	21.6732	-0.0361	-0.0098	-0.0303
O	15.5552	34.2133	16.052	0.0151	-0.0006	0.0833
O	10.3516	12.5128	20.0997	-0.0128	-0.0197	-0.0049
O	16.5465	26.575	23.011	0.0177	-0.0175	-0.1104
O	-5.0955	16.349	15.5241	-0.0013	0.0278	0.0354
O	-8.3264	13.7858	18.388	0.0107	0.0026	0.0297
O	13.0878	4.2043	18.1037	0.0289	-0.0055	0.0399
O	14.6905	5.9096	16.8661	-0.0424	-0.0361	0.0991
O	1.5429	4.1532	20.8653	0.0029	0.0136	-0.0841
O	2.9937	5.1263	18.8036	-0.0208	-0.0019	0.0015
O	18.1598	9.8856	16.4826	0.0445	0.0243	0.121
O	3.3969	6.6837	16.6278	-0.0496	0.0021	0.098
O	10.0511	-9.4361	16.2635	0.0271	-0.0123	0.0849
O	20.1012	12.0406	20.6738	0.0077	0.0103	-0.0461
O	0.7506	1.1346	17.9356	-0.001	0.0003	0.038
O	8.0537	8.3155	15.4236	0.0156	0.0002	0.0418
O	-4.7998	-5.646	23.0334	0.0157	-0.038	-0.0666
O	22.0041	35.2755	18.5335	-0.0066	0.0205	0.0641
O	15.4173	29.7337	18.4436	-0.0143	-0.0259	0.0576
O	10.2838	1.3591	20.6783	0.0271	0.0029	-0.0021
O	1.3083	-3.209	20.288	-0.0154	0.0064	0.0085
O	6.7523	9.352	23.8465	0.0113	0.0003	-0.0606
O	-2.4036	2.244	23.1938	0.0221	-0.0406	-0.099
O	-14.5198	8.1743	23.3637	-0.0366	0.0173	-0.0701
O	-3.7602	9.4692	16.1897	0.0251	-0.0063	0.1081
O	-8.5283	14.1866	22.9079	-0.0171	0.0092	-0.074
O	17.8098	-0.5307	15.9968	0.0076	0.0407	0.0831
O	-10.1736	-20.554	17.8101	0.0168	-0.0053	0.0635
O	-9.4054	0.8687	17.0382	0.0078	-0.0196	0.0335
O	2.6467	26.634	22.18	0.0141	0.0101	-0.046
O	4.5491	18.1993	16.2736	0.002	0.0269	0.1167
O	0.9615	8.578	20.9808	-0.0083	-0.0402	-0.0903
O	15.849	0.3976	23.267	-0.0388	0.0362	-0.0854
O	8.6414	0.4864	18.94	-0.0181	0.0112	0.0407
O	15.1128	23.0038	24.24	-0.0064	-0.0029	-0.0411
O	15.6775	19.8568	17.7971	-0.0236	0.0397	0.0538
O	14.8733	5.2728	19.5337	0.0178	-0.0139	0.0253
O	6.1539	14.7064	20.8936	-0.0223	-0.0139	-0.0604
O	-3.9023	22.005	20.6843	0.0297	-0.0244	-0.045
O	13.7246	23.8655	19.253	-0.0253	-0.0021	-0.0289
O	7.9554	0.2011	21.5388	0.0393	0.0395	-0.0396
O	-5.5664	10.956	15.2388	0.0192	-0.0187	0.0324
O	3.533	14.5919	20.4018	-0.0234	0.044	-0.0374
O	6.5488	-7.5499	19.0469	0.0059	0.0086	-0.019
O	-16.7217	8.8713	18.6904	-0.0175	0	-0.0065
O	-8.422	19.454	22.7513	-0.0046	0.0269	-0.0819
O	5.3301	-0.1836	15.0299	0.0056	-0.0142	-0.0095
O	3.9583	6.8377	24.0479	0.0106	-0.0108	-0.0567
O	9.6594	1.3725	23.7712	-0.0182	-0.0209	-0.0753
O	14.949	-4.1607	23.8664	-0.0074	-0.023	-0.0374
O	13.4885	-2.1269	22.9228	-0.0173	0.0676	-0.122
O	16.4963	5.2449	15.2806	0.0074	0.0393	0.0226
O	10.0623	8.6416	22.644	0.0268	-0.0042	-0.0314
O	1.495	12.2363	17.8279	-0.0098	0.027	0.0217
O	2.8365	13.6825	15.1921	-0.0102	-0.0368	0.0642
O	25.8687	12.2944	23.7626	0.0043	0.0142	-0.0476

Results
free energy: -229901.132 eV
free energy less fixed offsets of O -570.45, Si -639.56 eV per atom: -1.572 eV

The program warned: the cutoff lies below the one the program advises for these potential files; the forces do not sum to zero within the program's tolerance; empty levels may hold ghost states of the PAW files; the exchange-correlation potential is rough where the density is thin.
